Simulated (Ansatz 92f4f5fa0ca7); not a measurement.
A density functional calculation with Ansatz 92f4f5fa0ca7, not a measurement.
Periodic cell of 189 atoms, Si117O72, from a study of silicon, its oxide and their interface. The atomic structure is a simulated model.

Settings: functional PBE; potential files Ansatz PAW; basis plane waves; wave-function cutoff 700 eV; density cutoff ratio 5; exchange-correlation grid ratio 2; k mesh 2 x 2 x 1, shifted by 0.5 0.5 0.5 of a step; self-consistency stop 5e-08 eV per atom in the density residual; occupations Fermi-Dirac, 0.05 eV; spin none; net charge 0.

Cell vectors (angstrom)
a	11.5983	0	0
b	0	11.5983	0
c	0.9529	-2.7746	25.6212

Atoms and the computed forces on them: element, x, y, z (angstrom), force x, y, z (eV/angstrom)
Si	-2.7757	-0.1355	0.2038	-0.036	-0.1348	-0.7315
Si	-2.7611	2.9763	-0.4067	0.0625	-0.1286	-0.4194
Si	8.8602	8.4468	-0.2197	0.0618	0.4031	-0.4391
Si	0.9738	0.1165	-0.0604	0.0234	-0.0037	-0.3388
Si	0.9884	3.2112	-0.5815	-0.1194	-0.089	-0.0999
Si	0.9508	8.6593	-0.6086	-0.2012	0.2186	-0.288
Si	4.7658	0.3962	-0.2344	0.0728	-0.0806	0.0956
Si	4.9365	3.6048	-0.2926	0.1351	-0.0046	-0.0887
Si	5.2454	7.9772	-0.7633	0.0486	-0.1814	-0.0835
Si	-0.8405	0.029	1.3892	0.1668	-0.093	-0.1239
Si	-0.8626	3.7643	0.8107	-0.006	-0.0437	-0.0042
Si	-0.7632	7.9614	0.963	-0.0241	0.018	-0.1255
Si	2.9339	0.0334	1.1592	0.0096	0.1369	-0.2877
Si	2.8813	3.9395	0.8009	-0.1162	-0.0362	-0.2107
Si	3.0517	7.9566	0.5268	0.0327	0.1398	-0.095
Si	6.7292	-0.056	1.1359	-0.275	0.1221	-0.4167
Si	6.9671	3.8682	0.8859	0.0544	0.0387	-0.1785
Si	6.8877	7.8689	0.9678	0.1458	0.0336	-0.1057
Si	-0.8676	2.0606	2.4558	-0.0725	0.1328	0.3859
Si	-0.8313	5.841	2.15	-0.0305	-0.1152	-0.1496
Si	-0.8206	9.6631	2.5644	0.1069	-0.0055	0.3353
Si	2.9614	2.0696	2.3219	0.127	0.0675	0.3253
Si	2.9378	5.9764	2.0613	0.0682	-0.1448	-0.1276
Si	3.0357	9.6329	2.3045	-0.0301	0.0068	-0.0638
Si	6.8409	1.9825	2.3293	-0.1615	0.0262	0.5028
Si	6.9543	5.8548	2.239	-0.0522	-0.2172	-0.0623
Si	6.7926	9.6657	2.4683	-0.062	0.0522	0.2249
Si	-2.8399	1.9931	3.7468	-0.0228	0.1024	-0.2559
Si	-2.7364	5.8424	3.6438	-0.0063	0.0925	-0.0031
Si	-2.8331	9.7326	3.7938	0.0127	-0.0843	-0.0252
Si	1.0875	2.0229	3.753	0.0305	0.1109	-0.2373
Si	1.0871	5.8578	3.5838	-0.04	0.1024	0.0332
Si	1.1694	9.7244	3.7729	-0.0626	-0.2592	0.067
Si	4.9002	2.0184	3.7044	0.031	0.0567	-0.2788
Si	4.9035	5.8441	3.5424	0.0687	0.0366	-0.0675
Si	4.868	9.7251	3.778	0.0681	-0.1612	0.0354
Si	-2.806	0.0935	5.1257	0.0026	0.1103	0.1085
Si	-2.8024	3.9139	5.0841	-0.0243	-0.0946	0.0358
Si	-2.7964	7.7673	5.0589	0.0188	-0.0624	0.0055
Si	1.1042	0.0995	5.1019	0.0376	0.115	0.0411
Si	1.0937	3.9397	5.0691	0.0354	-0.1822	-0.0354
Si	1.0961	7.7604	5.0319	-0.0155	0.0625	-0.0082
Si	4.899	0.1058	5.0974	-0.0079	0.0716	-0.0335
Si	4.9025	3.93	5.0474	-0.0031	-0.196	-0.0881
Si	4.9093	7.7456	5.0171	-0.0312	0.14	-0.0742
Si	-0.8403	11.719	6.4626	-0.0208	-0.1383	0.0246
Si	-0.8448	3.8476	6.4413	0.0217	0.0808	-0.048
Si	-0.8391	7.8338	6.3776	0.0067	0.0557	-0.0962
Si	3.0023	11.7375	6.4993	-0.0516	-0.0657	0.0566
Si	3.0009	3.8509	6.4702	-0.0267	0.1528	0.0342
Si	3.0059	7.7669	6.4091	0.0387	-0.1105	0.0121
Si	6.8396	11.7187	6.4692	-0.0111	-0.0405	0.0148
Si	6.8351	3.8636	6.4385	0.0317	0.1337	-0.0313
Si	6.8385	7.7979	6.3819	-0.0236	-0.0453	-0.1242
Si	-0.8485	1.9583	7.9872	0.0245	-0.0151	0.0595
Si	-0.8115	5.8622	7.6074	-0.0116	-0.0674	-0.0224
Si	-0.8472	9.7739	7.7726	-0.0007	0.1411	0.1111
Si	3.0108	1.9777	8.0273	0.0199	-0.1317	0.0603
Si	3.0197	5.819	7.7177	-0.0063	-0.1642	0.0361
Si	2.9714	9.749	7.7354	0.0158	0.175	0.0098
Si	6.8417	1.9733	7.9829	0	-0.0896	0.0373
Si	6.7663	5.8466	7.6582	-0.0153	-0.0897	0.0129
Si	6.8945	9.7554	7.7473	0.0168	0.0955	0.0883
Si	8.7917	1.8925	9.4136	0.0509	-0.1004	0.1238
Si	8.7904	5.8621	8.7652	-0.0256	0.0274	-0.2437
Si	8.8314	9.8224	9.1658	0.0278	0.2557	-0.1135
Si	1.0692	1.9105	9.4736	-0.0236	-0.0471	0.121
Si	1.0723	5.8389	8.9944	0.0173	-0.0791	-0.2161
Si	1.0714	9.7805	9.164	-0.0309	0.1641	-0.1122
Si	4.9483	1.9708	9.4954	-0.0573	-0.1011	0.0136
Si	4.9029	5.7377	9.1069	-0.0019	-0.153	-0.0946
Si	4.9256	9.7692	9.0285	-0.066	0.0806	-0.2365
Si	8.8839	11.4448	11.0352	-0.1771	-0.251	0.1116
Si	8.7429	4.1276	10.2545	0.0523	0.098	0.127
Si	8.8325	7.7205	10.1098	-0.0646	-0.1297	0.1034
Si	1.0778	11.4186	10.9432	0.0643	-0.2043	0.1509
Si	1.078	4.0812	10.5251	-0.0813	0.1293	0.1362
Si	1.0795	7.7636	10.2955	0.0442	0.0068	0.2178
Si	4.9835	11.4211	10.7163	0.0837	-0.0118	0.1823
Si	4.923	4.0251	10.814	0.0407	0.2718	0.1952
Si	4.8347	7.783	10.1748	0.056	0.2203	0.211
Si	-0.7533	10.5338	12.4752	0.1165	-0.2189	0.0171
Si	-0.977	4.535	11.5878	-0.0331	0.1292	0.491
Si	-0.9049	7.5614	11.4771	-0.0795	-0.2555	0.576
Si	3.1331	10.9587	12.1381	-0.0543	-0.1517	-0.0553
Si	2.8764	4.7643	11.9481	-0.0455	0.0773	0.229
Si	3.0064	7.8618	11.6248	0.107	-0.045	0.4407
Si	6.8203	10.7043	12.1668	-0.0925	-0.2983	0.2694
Si	7.0215	4.778	11.7595	-0.0607	0.2594	0.5066
Si	6.846	7.7487	11.2804	-0.113	-0.141	0.5262
Si	1.1041	4.2036	17.2591	-0.047	0.0024	0.0799
Si	1.4808	1.6697	22.0641	-0.1021	-0.0944	-0.2731
Si	2.3076	0.1844	19.6626	-0.0265	-0.0837	-0.0914
Si	12.3345	1.3653	16.1812	0.0404	0.1403	0.2634
Si	4.0979	12.7882	14.6501	0.1286	-0.0768	0.1584
Si	1.0708	4.7935	22.0515	-0.082	-0.0195	-0.2417
Si	8.9482	3.4278	13.7205	0.0091	0.1505	0.1516
Si	7.281	-0.6028	15.1772	0.0818	-0.002	0.3351
Si	8.8184	11.22	22.5019	-0.0288	0.0251	-0.2772
Si	8.3205	4.1102	16.3615	-0.0089	-0.0402	0.2781
Si	6.7961	3.8238	22.1926	0.0238	0.0169	-0.2499
Si	-2.0814	4.9836	22.4287	-0.1857	-0.0368	-0.1022
Si	6.3371	0.9074	22.1334	0.1625	-0.0512	-0.0862
Si	10.225	10.952	15.4349	-0.2923	-0.0567	0.3398
Si	-0.2486	8.1154	18.4262	-0.0627	0.0974	-0.0315
Si	2.038	3.3343	14.7268	-0.0703	0.0143	0.2065
Si	11.1661	1.4582	19.9218	-0.1354	0.0109	-0.2206
Si	9.6006	10.5021	19.7042	-0.0399	0.0398	-0.0198
Si	8.9915	6.5942	17.7869	-0.026	-0.1243	-0.1102
Si	10.0109	4.0815	18.5526	-0.1508	-0.1977	0.0038
Si	2.4357	9.0145	18.5028	-0.009	0.0846	-0.0636
Si	6.859	2.0821	14.9575	-0.0094	0.0838	0.3918
Si	3.264	-0.258	17.0469	0.0022	0.0621	0.0561
Si	1.8049	6.2914	19.472	-0.1305	0.06	-0.1113
Si	7.041	6.6455	22.3083	0.0392	-0.1123	-0.1953
Si	6.3577	9.5935	22.5296	0.2121	0.1371	-0.2369
Si	8.3263	-2.1346	17.3864	-0.0917	0.0048	0.0457
O	1.0795	2.5515	17.2974	-0.0467	-0.0177	-0.0674
O	6.3208	5.3125	21.5884	0.0882	0.0112	0.0371
O	-2.6074	1.3173	-0.5918	-0.1909	0.2555	0.1914
O	8.2467	-1.2669	18.7862	0.0717	-0.0604	-0.0516
O	8.4504	3.7912	21.9658	-0.0603	0.0067	0.1075
O	8.9123	10.0653	-0.7515	-0.0862	-0.2486	0.6552
O	1.7942	0.1353	16.4139	0.0099	-0.0529	-0.1034
O	0.9263	-1.2857	-0.9858	0.1099	-0.5073	0.3395
O	1.627	3.2718	21.8447	0.0961	0.0734	0.1087
O	8.6764	6.3912	22.1596	-0.0718	0.0586	0.1249
O	-0.047	1.3502	21.5123	0.1497	-0.0241	0.2264
O	6.5443	6.5416	23.8995	-0.0304	-0.1724	0.2732
O	-2.8442	3.257	-2.0538	-0.0341	0.0671	0.308
O	2.5876	0.847	21.1354	-0.0375	0.0611	0.1381
O	5.4527	6.6747	-1.8087	-0.109	0.216	0.2509
O	9.5542	10.3544	21.3326	-0.0256	0.0263	0.1146
O	6.9945	0.8055	15.9672	0.0171	-0.0189	-0.1982
O	1.6895	4.5673	15.7667	-0.013	-0.1626	-0.0866
O	-0.946	6.0823	12.3044	0.0385	-0.1569	-0.6379
O	2.4082	3.8944	13.2697	0.0855	0.1966	-0.0948
O	8.0609	-3.6689	17.9335	0.0723	0.0139	-0.0016
O	8.2166	5.7115	16.6495	0.0548	-0.0245	0.0425
O	-1.3374	3.393	12.7723	0.2006	0.1114	-0.098
O	-0.3919	10.7174	14.1286	0.0839	0.0813	-0.5774
O	3.3049	2.47	15.2778	0.0821	-0.0351	-0.0334
O	8.8148	11.0891	14.6392	0.0509	0.0662	-0.0859
O	1.9577	5.0351	18.3987	-0.0134	0.0302	-0.0106
O	3.0894	9.2905	12.56	-0.0711	0.2829	-0.4226
O	2.8616	7.5303	19.1059	0.0238	-0.007	0.0271
O	9.4424	3.9322	15.1872	-0.0753	-0.0593	-0.2142
O	-0.4516	4.611	17.5044	0.0911	0.0455	-0.0536
O	6.6955	6.3645	12.1756	0.2038	-0.3656	-0.4429
O	10.424	7.2875	17.371	-0.0531	-0.0499	0.0276
O	6.9527	9.0406	12.2985	0.0037	0.5496	-0.2751
O	0.8856	0.8337	19.1744	0.0202	-0.0182	0.0355
O	7.14	-1.7923	16.2972	0.0898	0.0554	-0.0154
O	7.9192	0.774	21.7616	-0.0444	-0.0216	0.168
O	5.4719	13.5129	14.1257	0.0081	-0.0045	-0.143
O	3.4197	0.5344	18.4962	-0.0719	-0.0838	-0.0246
O	9.7797	-1.7501	16.6193	0.0753	0.0739	-0.1501
O	7.7335	4.3909	13.2025	-0.0588	-0.1156	-0.2193
O	5.4022	9.1076	23.756	-0.0837	0.0099	0.3736
O	6.9073	3.4506	15.871	-0.0093	-0.1488	-0.2172
O	3.0004	6.3783	12.4533	-0.0415	-0.2525	-0.388
O	8.8367	3.3106	17.7026	0.0414	0.1932	-0.0562
O	9.287	5.5124	19.0437	0.0223	0.0895	-0.1003
O	-0.969	8.8644	12.5055	0.0892	0.5742	-0.1802
O	3.3263	12.0021	13.4403	-0.0821	-0.3598	-0.1658
O	0.3232	6.9894	19.4659	0.1047	-0.04	-0.0175
O	5.759	10.9493	21.7179	-0.046	-0.0167	0.0705
O	1.0301	8.7869	17.6759	0.0527	0.0161	0.0722
O	10.8481	0.6631	16.2282	0.0081	-0.1489	-0.1178
O	3.4167	-1.8683	17.3904	-0.055	0.0525	0.0342
O	10.6005	9.2872	19.2719	0.0021	0.0001	0.0235
O	10.7046	3.0068	19.5744	0.0082	-0.0389	0.0674
O	8.145	2.0135	13.9226	-0.0238	-0.0135	-0.0984
O	4.3527	11.7566	15.9144	0.0118	0.0507	-0.1964
O	-1.8306	4.7639	24.0244	-0.0103	0.0628	0.2575
O	7.7674	10.1494	23.1922	0.0187	-0.0991	0.0424
O	4.9714	3.8254	-1.923	-0.0618	0.0656	0.3391
O	-0.57	4.9237	21.7678	0.1182	0.0378	0.1366
O	6.0645	2.4657	21.5582	-0.0357	0.0936	0.1224
O	6.6552	8.1511	21.7287	-0.0216	-0.0154	0.0893
O	0.9925	1.5564	-0.9475	0.0164	0.3443	0.3038
O	6.4149	-0.6612	13.7981	-0.0148	0.0801	-0.5111
O	0.7609	4.0317	-2.0101	0.1446	-0.1832	0.288
O	1.933	5.6963	20.9831	-0.0088	-0.0381	0.1659
O	4.9393	1.9984	-0.001	0.0418	-0.0339	-0.2604
O	0.5116	7.9742	-2.0476	0.1778	0.1007	0.2982
O	12.4388	2.1896	14.7478	0.0029	0.033	-0.1201
O	2.2326	-1.4722	19.7217	0.0155	0.0261	-0.0456
O	9.9807	12.0669	19.4434	0.1015	-0.039	0.0614

Results
free energy: -115327.402 eV
free energy less fixed offsets of O -569.03, Si -635.61 eV per atom: 9.128 eV
pressure: -0.59 GPa
stress xx, yy, zz, yz, xz, xy (GPa, positive in tension): -0.69, 2.08, 0.39, 0.05, 0.02, 0.35

The program warned: the cutoff lies below the one the program advises for these potential files.
